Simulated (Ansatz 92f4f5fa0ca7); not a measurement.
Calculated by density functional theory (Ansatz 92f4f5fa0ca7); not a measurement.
Periodic cell of 223 atoms, Si132O90B1, from a study of silicon, its oxide and their interface. The atomic structure is a simulated model.
Doubt: the cutoff is far below the 930 eV that the study's wrapper takes by default for these files, so forces and energies are approximate.
This geometry differs little from another in the collection (a relaxation step or a small displacement).

Settings: functional PBE; potential files Ansatz PAW; basis plane waves; wave-function cutoff 580 eV; density cutoff ratio 5; exchange-correlation grid ratio 1; k mesh 1 x 1 x 1, Gamma-centred; self-consistency stop 5e-08 eV per atom in the density residual; occupations fixed; spin none; net charge -1 e, with a uniform compensating background and no finite-size correction.

Cell vectors (angstrom)
a 10.938 0 0
b 0 10.938 0
c 0 0 32.1988

Atoms: element, x, y, z (angstrom)
Si 10.5782 0.2128 24.9196
Si 5.733 10.676 24.7632
Si 2.4752 2.9196 24.6635
Si 8.4216 2.4937 24.8929
Si 0.2718 5.1653 24.7984
Si 5.1663 5.7581 24.7503
Si 2.9061 8.0039 24.6666
Si 7.9315 8.4364 24.7767
Si 1.332 1.3797 26.0553
Si 6.8313 1.3131 26.1414
Si 4.04 4.1057 26.0119
Si 9.5908 4.1099 26.1541
Si 1.3397 6.8389 26.073
Si 6.8124 6.8376 26.0946
Si 4.0992 9.5369 26.0254
Si 9.4781 9.5262 26.2026
Si 2.7039 -0.0282 27.3651
Si 8.1518 -0.0293 27.5639
Si 0.0114 2.7242 27.4975
Si 5.4505 2.7643 27.3852
Si 2.7119 5.4635 27.4446
Si 8.3366 5.623 27.5329
Si -0.1705 8.03 27.5476
Si 5.4476 8.2006 27.4632
Si 4.074 1.3645 28.749
Si 9.5744 1.3519 28.8463
Si 1.3118 4.1553 28.8354
Si 6.8715 4.1488 28.7335
Si 4.094 6.8169 28.8102
B 9.5498 6.8243 28.7513
Si 1.3118 9.515 28.7278
Si 6.835 9.4929 28.8798
Si 0.0174 -0.0361 30.1594
Si 5.4454 -0.0104 30.1508
Si 2.7128 2.7454 30.1449
Si 8.1884 2.7562 30.1379
Si -0.1824 5.6243 29.9731
Si 5.4884 5.4545 30.1508
Si 2.7083 8.2085 30.1268
Si 8.3567 8.0209 29.9943
Si 1.3723 1.3558 31.5186
Si 6.8255 1.3733 31.484
Si 4.1085 4.0892 31.5051
Si 9.5758 4.1529 31.4501
Si 1.2972 6.8275 31.4179
Si 6.8974 6.8295 31.472
Si 4.0768 9.5657 31.5096
Si 9.5614 9.497 31.4534
Si 2.7378 -0.0061 0.7022
Si 8.2014 -0.0241 0.6078
Si -0.0122 2.7582 0.6388
Si 5.4799 2.7251 0.6798
Si 2.7013 5.4943 0.5981
Si 8.2132 5.4477 0.6823
Si 0.0119 8.1861 0.6573
Si 5.4942 8.2007 0.6368
Si 4.1302 1.3591 2.054
Si 9.558 1.3484 1.9907
Si 1.3731 4.1326 1.9918
Si 6.8521 4.0781 2.0528
Si 4.0989 6.8278 1.9892
Si 9.5865 6.8298 2.0339
Si 1.3754 9.5369 2.0419
Si 6.8339 9.5948 2.0137
Si -0.0133 -0.0263 3.3555
Si 5.4989 0.0034 3.4532
Si 2.7683 2.7909 3.3383
Si 8.1974 2.678 3.4222
Si 0.0264 5.4729 3.41
Si 5.4669 5.4657 3.3703
Si 2.7789 8.1976 3.4175
Si 8.2072 8.2259 3.3512
Si 1.387 1.3946 4.6062
Si 6.8521 1.3413 4.8898
Si 4.1537 4.0864 4.7787
Si 9.5785 4.0744 4.7336
Si 1.4207 6.8271 4.7934
Si 6.817 6.8867 4.6955
Si 4.1395 9.5693 4.8237
Si 9.5553 9.5533 4.763
Si 2.7449 0.1076 6.0305
Si 8.2106 -0.0673 6.2526
Si 0.0286 2.674 6.0292
Si 5.4794 2.7251 6.2661
Si 2.8175 5.475 6.1615
Si 8.1672 5.4754 6.0068
Si 0.0163 8.1877 6.1255
Si 5.5316 8.217 6.2171
Si 3.8414 1.5673 7.5726
Si 9.8428 1.1372 7.435
Si 1.6385 3.7953 7.2941
Si 6.6505 4.4159 7.4577
Si 4.4071 6.6285 7.5289
Si 9.3682 6.9405 7.37
Si 1.1423 9.9183 7.2719
Si 7.1698 9.2168 7.6522
O 8.32 8.0751 7.913
O 2.7228 2.7278 7.9379
O 9.5129 1.3605 24.3546
O 4.0399 6.8669 24.1976
O 0.0334 0.0246 7.9479
O 5.5277 5.507 8.0278
O 6.8449 9.5682 24.2165
O 1.3622 4.0588 24.1869
O 3.8562 7.3811 8.924
O 0.8516 4.369 8.6107
O 9.8201 6.1454 8.7587
O 2.1124 9.3889 8.4904
O 7.5066 3.9229 8.7885
O 4.2722 0.9242 9.0527
O 6.7453 9.548 9.2173
O 9.2148 1.8522 8.7908
O 7.7297 3.1698 23.5551
O 10.5015 5.8387 23.4709
O 5.0858 0.4234 23.4111
O 5.8614 5.1089 23.3945
O 3.1022 2.2144 23.2869
O 2.2681 8.7196 23.2842
O 8.6038 7.7456 23.4246
O 0.1944 10.3683 23.5926
Si 4.3971 1.5799 22.5038
Si 3.4911 7.9326 14.0291
Si 7.1226 0.9647 14.6675
Si 0.9252 9.358 22.5719
Si 1.1723 4.312 11.8679
Si 6.264 8.97 15.3219
Si 0.6752 1.367 12.2938
Si 8.6223 4.9589 20.5485
Si 0.3291 5.706 9.3416
Si 5.0955 3.1211 17.9406
Si 0.8784 3.7421 16.7479
Si 10.3966 2.8424 19.2455
Si 5.2792 1.1802 10.3294
Si 0.8866 0.1706 19.8845
Si 6.6474 9.4595 10.8496
Si 9.3426 9.6849 18.3364
Si 9.3907 9.248 12.5701
Si 6.5794 3.859 22.6403
Si 2.4404 8.073 9.3635
Si 10.5922 7.3708 17.0874
Si 2.5127 6.2958 16.5807
Si 10.1749 4.4918 14.1833
Si 6.1354 9.1936 18.521
Si 7.973 2.5713 9.5595
Si 8.8764 2.1476 12.4406
Si 5.344 6.2476 18.07
Si 3.9227 0.5677 19.4916
Si 4.273 3.8345 12.0396
Si 5.5455 6.6017 12.1325
Si 8.0145 2.503 17.2297
Si 4.3585 2.4807 14.9625
Si 1.5406 1.2111 15.254
Si 1.574 9.4126 12.034
Si 8.0498 6.8523 13.8678
Si 10.3798 9.8371 15.4914
Si 9.8013 7.0119 22.5996
Si 8.1179 5.4854 17.4394
O 6.0483 7.9587 11.2895
O 6.0169 9.2091 16.9004
O 7.6811 1.3682 13.1958
O 0.8923 1.7462 13.8652
O 9.4399 6.2477 16.8994
O 6.7644 6.2009 13.1316
O 5.1317 4.6605 18.6033
O 9.2242 2.1477 18.2874
O 2.367 0.1017 19.1079
O 9.4163 10.2377 16.7726
O 2.7831 4.4337 11.7083
O 5.0651 10.3305 19.1103
O 9.4203 3.2473 13.4837
O 0.4514 1.7624 19.9749
O 3.1551 1.3574 15.0567
O 8.1622 5.3854 19.0511
O 3.9001 6.5975 17.3846
O 4.5683 3.2839 16.3826
O 9.0613 5.6688 14.3208
O 5.4659 2.7655 22.1782
O 10.674 4.1401 15.678
O 0.3333 3.8557 18.2814
O 10.4291 10.5157 19.2305
O 9.6422 10.0252 14.0322
O 10.8888 8.1292 22.1215
O 1.1981 2.1618 16.5254
O 9.7268 3.753 20.4218
O 8.1423 4.0352 16.7064
O -0.0403 9.1046 11.909
O 6.5778 2.4117 18.0003
O 5.5812 10.7146 11.1826
O 7.749 9.5984 18.8427
O 10.0261 1.0223 12.0626
O 1.3007 6.9682 9.0755
O 0.6189 4.7705 13.3415
O 5.7015 7.6293 18.982
O 5.2333 5.0849 11.52
O 2.7144 6.9891 15.1179
O 0.9066 2.7433 11.4653
O 0.8626 10.6833 15.5469
O 2.41 8.5918 10.9042
O 4.6939 2.4281 11.2627
O 4.2494 3.5049 13.6725
O 2.1913 4.6886 16.4924
O 10.699 8.2486 15.7038
O 6.9303 10.2969 14.6768
O 2.3441 8.9527 13.4197
O 8.038 1.5315 15.909
O 4.1341 6.9955 12.8612
O 4.1702 2.0117 18.7194
O 7.2903 4.4206 21.2932
O 8.4118 2.9246 11.0916
O 1.1868 6.877 17.3643
O 5.6569 1.5799 14.7629
O 8.1288 9.7539 11.5923
O 9.2127 6.2887 21.2626
O 8.9639 7.716 12.862
O 1.6517 0.1208 11.8794
O 6.657 6.1529 17.0756
O 7.3897 7.8033 15.0379
O 1.2117 10.2818 21.2513
O 10.0306 8.2044 18.361
O 3.9679 0.8772 21.0929
O 0.3247 5.3298 10.9171
O 6.7031 1.5688 9.6401
O 4.7749 8.7143 14.6847

Results
free energy: -135250.566 eV
free energy less fixed offsets of B -154.04, O -568.88, Si -635.61 eV per atom: 3.194 eV

Forces (eV/angstrom), in the order of the atoms: element, x, y, z
Si 0.0005 0.0008 0.0029
Si 0.0003 0.0005 -0.0002
Si 0.0009 -0.0008 0.0005
Si -0.0017 -0.0003 0.0033
Si -0.0004 0.0009 0.0014
Si -0.0002 -0.0016 -0.0013
Si 0.0004 0.0022 -0.0019
Si 0.0014 -0.0007 0.0018
Si -0.0018 0.0014 -0.0005
Si 0.0018 -0.0006 -0.0009
Si -0.0013 0.001 -0.0007
Si 0.0026 -0.0005 0.0005
Si -0.0006 -0.003 0.0003
Si 0.0007 0.003 0.0003
Si 0.0007 -0.0012 -0.0004
Si -0.0031 0 -0.0004
Si 0 0.0005 -0.0008
Si 0.001 0.0001 0.0008
Si -0.0009 -0.0006 0.0007
Si 0.0001 -0.0002 -0.0008
Si -0.0002 -0.0002 0.0012
Si -0.0048 -0.0047 -0.0063
Si 0.0062 0.0073 -0.0067
Si 0.0004 -0.0006 0.0013
Si -0.0001 -0.0001 0.0002
Si -0.0001 0.0004 -0.0022
Si -0.0001 0.0001 -0.0026
Si 0.0008 0.0012 0.0012
Si 0 0.0005 -0.0014
B 0.0001 -0.0037 0.014
Si -0.001 -0.0017 0.001
Si -0.0002 0.0001 -0.0025
Si -0.0015 0.0006 0.0001
Si 0.0014 -0.0007 0.0002
Si -0.0009 0.0008 0.0003
Si 0.0013 -0.0011 0.0003
Si -0.0008 0.0013 -0.0004
Si -0.0007 0.001 0.0005
Si 0.0006 -0.0014 0.0008
Si -0.0003 0.0009 0.0001
Si 0.0002 -0.0006 -0.0002
Si -0.0003 0.0007 0
Si 0.0009 -0.0003 0.0001
Si -0.0015 0.0008 -0.0006
Si -0.0006 0.0014 -0.0003
Si 0.0007 -0.0015 -0.0006
Si -0.0007 0.0002 -0.0005
Si 0.0015 -0.0005 -0.0001
Si 0.0004 -0.0002 0.0006
Si -0.0005 0.0001 0.0001
Si 0.0002 0.0004 0.0001
Si 0.0001 -0.0003 0.0005
Si -0.0006 0 0
Si 0.0006 -0.0001 0.0001
Si -0.0001 -0.0007 -0.0001
Si 0 0.0006 0.0002
Si -0.0003 0.0009 -0.0007
Si -0.0001 -0.0007 -0.0001
Si 0.0006 0.0003 0
Si -0.0007 0 -0.0007
Si 0 -0.0005 0
Si -0.0001 0.0007 -0.0004
Si -0.0007 0.0003 -0.0006
Si 0.0011 -0.0004 -0.0001
Si 0.0008 0 0.001
Si -0.0001 0.0001 0.0009
Si 0 -0.0007 0.0004
Si -0.0008 -0.0001 0.0005
Si -0.0001 0.0002 0
Si -0.0001 -0.0006 0.0011
Si 0.0003 0.0002 0.0005
Si 0.0002 0.0003 0.0006
Si -0.0006 0.0001 -0.0023
Si 0.0004 -0.0002 -0.0008
Si 0.0007 0.0009 -0.0017
Si 0.0005 -0.0002 0.0003
Si 0 -0.0002 -0.0004
Si -0.0004 0.0003 -0.0005
Si 0.0002 -0.0003 -0.0003
Si -0.0007 0.0002 -0.0014
Si 0.0009 -0.0003 0.0015
Si 0.0004 -0.0003 0.0007
Si -0.0005 0 0.0019
Si -0.0007 -0.0007 0.0004
Si 0.0003 0 0.0012
Si -0.0001 0 0
Si 0.0002 -0.0002 0.0002
Si 0.0007 -0.0001 0.001
Si 0.0002 -0.0014 0.0013
Si 0.0003 0.0016 0.0001
Si -0.0015 -0.0003 0.0011
Si 0.0009 0.0004 0.0025
Si -0.0005 0.0012 0.0008
Si -0.0001 -0.0003 0.0017
Si 0.0007 0.0008 0.002
Si -0.002 0.0008 0.0003
O 0.0006 -0.0008 0.0002
O 0.0009 0.0004 -0.0009
O 0.0001 0.0002 -0.0056
O -0.0006 0.0003 0.0009
O -0.0002 -0.0006 -0.0003
O 0 -0.0005 -0.0007
O -0.0004 -0.0005 -0.0018
O 0.0003 -0.0001 -0.0016
O 0.0008 -0.0009 -0.0015
O 0.0007 -0.0005 -0.0016
O -0.0008 0.0006 -0.0018
O -0.0008 0.0007 -0.0022
O -0.0009 0.0009 -0.0021
O -0.001 0.0005 -0.0023
O 0.0005 -0.0001 -0.0025
O 0.0008 -0.0009 -0.0015
O 0.0006 -0.0005 0.0015
O 0.0006 -0.0009 0.0012
O 0.0008 -0.0006 0.0021
O -0.0013 0.0018 0.0017
O -0.0011 0.0009 0.0015
O 0.0023 -0.0021 0.002
O -0.0012 0.0012 0.0013
O 0.0006 -0.0008 0.0012
Si 0 -0.0001 -0.0031
Si 0.0001 0 0.0006
Si -0.0002 -0.0001 0.0004
Si -0.0012 0.001 -0.0031
Si 0.0002 -0.0005 0.0009
Si 0.0001 0.0001 0
Si 0 0 0.0004
Si 0.0001 -0.0002 -0.0016
Si 0.0009 0 0.0024
Si 0.0003 0.0003 0.0001
Si 0.0003 -0.0001 -0.0001
Si 0 -0.0001 -0.0008
Si 0.0005 0.0004 0.0021
Si -0.0003 0.0005 -0.0011
Si 0.0004 -0.0005 0.0021
Si -0.0002 -0.0004 -0.0002
Si 0.0004 -0.0002 0.0006
Si 0.0004 -0.0003 -0.003
Si -0.0002 0 0.0025
Si 0.0001 0 0.0002
Si -0.0001 0 0.0004
Si -0.0001 0.0002 0.0004
Si 0.0002 -0.0003 0
Si -0.0002 -0.0004 0.0025
Si 0.0003 -0.0003 0.001
Si -0.0002 0 0.0003
Si 0.0003 -0.0001 -0.0014
Si -0.0002 0.0004 0.0007
Si -0.0001 -0.0003 0.0005
Si -0.0002 0 0.0001
Si 0 -0.0004 0.0004
Si 0.0002 -0.0001 0.0005
Si -0.0005 0.0004 0.0009
Si 0.0001 0 0.0003
Si 0.0002 -0.0001 0.0004
Si 0.0001 -0.0004 -0.0027
Si 0 0.0001 -0.0004
O 0.0002 0.0008 -0.0004
O 0 0 0.0002
O 0.0003 0.0002 -0.0004
O -0.0001 0.0001 -0.0005
O -0.0001 -0.0001 -0.0001
O -0.0004 0.0001 -0.0002
O 0 -0.0001 -0.0002
O 0.0005 0.0001 0.0002
O -0.0002 0 0.0004
O 0 0.0001 0.0002
O 0 0.0001 0
O -0.0003 0.0004 0.0001
O -0.0001 -0.0002 -0.0002
O 0.0002 -0.0001 0.0001
O 0 0.0001 -0.0001
O 0.0003 -0.0002 0.0011
O 0.0002 0 -0.0002
O 0.0001 0 0
O 0.0001 0 0
O 0.0001 0.0003 0.0007
O 0 0 -0.0002
O -0.0003 -0.0002 0.0004
O 0.0008 0.0004 0.0005
O -0.0001 -0.0001 -0.0004
O 0.0001 0 0.0003
O -0.0001 0.0001 -0.0001
O -0.0003 0.0005 0.0005
O 0.0001 0 0
O 0.0003 0 0
O -0.0001 0 -0.0002
O -0.0001 0.0004 -0.0004
O 0 0.0001 -0.0001
O -0.0001 0 0
O -0.0002 0 -0.0005
O 0.0003 0 -0.0004
O 0.0001 0.0002 -0.0002
O 0 -0.0002 -0.0001
O 0.0001 0.0001 -0.0002
O 0.0001 0.0003 -0.0001
O 0 0 -0.0002
O 0.0004 -0.0007 -0.0016
O 0.0003 -0.0009 -0.0007
O 0 0.0003 -0.0007
O 0 0 -0.0001
O 0 0 0
O 0.0001 0.0001 0
O -0.0002 0.0001 -0.0004
O 0.0001 0 -0.0001
O 0.0003 -0.0002 -0.0002
O -0.0003 -0.0005 0.0003
O -0.0008 -0.0003 0.0011
O -0.0004 0.0002 -0.0015
O 0 0 -0.0002
O 0 0.0001 -0.0001
O -0.0008 0.0001 -0.0005
O 0.0004 0.0008 0.001
O 0.0001 0.0003 -0.0001
O 0.0002 -0.0001 0
O 0 0.0001 0
O 0.0001 -0.0001 -0.0001
O -0.0001 -0.0011 0.0018
O 0 0.0002 0
O 0.0004 0.0006 0.002
O -0.0003 0.0006 -0.0015
O 0.0003 0.0003 -0.0005
O -0.0001 0 -0.0001

The program warned: the cutoff lies below the one the program advises for these potential files; the exchange-correlation potential is rough where the density is thin.
